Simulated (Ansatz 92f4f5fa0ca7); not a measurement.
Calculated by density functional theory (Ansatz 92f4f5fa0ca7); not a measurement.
Periodic cell of 226 atoms, Si133O91Al1F1, from a study of silicon, its oxide and their interface. The atomic structure is a simulated model.
Doubt: the cutoff is far below the 930 eV that the study's wrapper takes by default for these files, so forces and energies are approximate.

Settings: functional PBE; potential files Ansatz PAW; basis plane waves; wave-function cutoff 580 eV; density cutoff ratio 5; exchange-correlation grid ratio 1; k mesh 1 x 1 x 1, Gamma-centred; self-consistency stop 5e-08 eV per atom in the density residual; occupations fixed; spin none; net charge 0.

Cell vectors (angstrom)
a 10.938 0 0
b 0 10.938 0
c 0 0 32.8638

Atoms: element, x, y, z (angstrom)
Si -0.1505 0.2008 25.3426
Si 5.8666 -0.3003 25.421
Si 2.5423 2.989 25.4681
Si 8.5997 2.4427 25.5224
Si 0.2745 5.1054 25.6066
Si 5.244 5.6895 25.3342
Si 2.9954 7.9255 25.2059
Si 8.0885 8.4084 25.2522
Si 1.4227 1.3273 26.7054
Si 6.9408 1.3019 26.7584
Si 4.1282 4.1468 26.7409
Si 9.673 3.9796 26.9258
Si 1.4551 6.828 26.6762
Si 6.8905 6.8324 26.607
Si 4.1678 9.4854 26.6176
Si 9.6161 9.5554 26.6535
Si 2.798 -0.0629 28.0312
Si 8.273 -0.0602 28.1123
Si 0.1024 2.6193 28.1829
Si 5.5028 2.7103 28.0531
Si 2.7565 5.4732 28.1129
Si 8.2159 5.4501 28.0642
Si 0.0344 8.1812 28.0333
Si 5.5148 8.1568 28.0542
Si 4.1018 1.3673 29.4455
Si 9.5708 1.3673 29.4455
Si 1.3673 4.1018 29.4455
Si 6.8362 4.1018 29.4455
Si 4.1018 6.8362 29.4455
Si 9.5708 6.8362 29.4455
Si 1.3673 9.5708 29.4455
Si 6.8362 9.5708 29.4455
Si 0 0 30.8128
Si 5.469 0 30.8128
Si 2.7345 2.7345 30.8128
Si 8.2035 2.7345 30.8128
Si 0 5.469 30.8128
Si 5.469 5.469 30.8128
Si 2.7345 8.2035 30.8128
Si 8.2035 8.2035 30.8128
Si 1.3673 1.3673 32.18
Si 6.8362 1.3673 32.18
Si 4.1018 4.1018 32.18
Si 9.5708 4.1018 32.18
Si 1.3673 6.8362 32.18
Si 6.8362 6.8362 32.18
Si 4.1018 9.5708 32.18
Si 9.5708 9.5708 32.18
Si 2.7345 0 0.6835
Si 8.2035 0 0.6835
Si 0 2.7345 0.6835
Si 5.469 2.7345 0.6835
Si 2.7345 5.469 0.6835
Si 8.2035 5.469 0.6835
Si 0 8.2035 0.6835
Si 5.469 8.2035 0.6835
Si 4.1018 1.3673 2.0507
Si 9.5708 1.3673 2.0507
Si 1.3673 4.1018 2.0507
Si 6.8362 4.1018 2.0507
Si 4.1018 6.8362 2.0507
Si 9.5708 6.8362 2.0507
Si 1.3673 9.5708 2.0507
Si 6.8362 9.5708 2.0507
Si 0 0 3.418
Si 5.469 0 3.418
Si 2.7345 2.7345 3.418
Si 8.2035 2.7345 3.418
Si 0 5.469 3.418
Si 5.469 5.469 3.418
Si 2.7345 8.2035 3.418
Si 8.2035 8.2035 3.418
Si 1.424 1.3052 4.8246
Si 6.7467 1.43 4.805
Si 4.0131 4.1518 4.819
Si 9.5188 4.1632 4.7077
Si 1.3513 6.8525 4.8296
Si 6.7722 6.9044 4.6547
Si 4.0339 9.6311 4.8695
Si 9.5322 9.6194 4.7487
Si 2.7491 0.0297 6.4902
Si 8.0705 -0.0124 6.0862
Si -0.151 2.6543 5.9364
Si 5.3511 2.7895 6.223
Si 2.5821 5.4386 6.3046
Si 8.1737 5.6185 5.9492
Si -0.0426 8.2619 6.1231
Si 5.3713 8.1167 6.0573
Si 3.7554 1.8821 7.8032
Si 9.6356 1.1862 7.3586
Si 1.1865 3.7522 7.4252
Si 6.666 4.4649 7.2499
Si 4.3417 6.5484 7.491
Si 9.2526 7.1654 7.3929
Si 0.9085 9.824 7.6097
Si 6.9223 9.3021 7.3024
O 5.5382 5.4771 7.9275
O -0.0792 0.1802 7.7093
O 2.3491 2.7933 8.0796
O 8.1223 8.2687 7.8093
O 2.2736 8.5363 23.8295
O 8.1536 5.4862 22.7652
O 6.9474 9.5348 24.8
O 1.3792 4.0555 24.9473
O 6.14 9.9829 8.5152
O -0.2149 4.1436 8.7795
O 0.7363 9.223 9.1319
O 7.8449 4.0017 8.3161
O 9.8073 6.5657 8.8387
O 4.5063 1.877 9.2732
O 3.828 7.2852 8.8782
O 9.29 1.8741 8.8349
O 5.2682 0.5529 24.1608
O 8.0182 3.2858 24.2654
O 11.7681 6.6934 19.7524
O 5.9104 4.8894 24.0569
O 8.8155 7.8089 23.8661
O 3.2852 2.3917 24.1306
O 4.1307 6.7919 24.7532
O 11.4143 -0.4409 23.9506
Si 11.8092 9.1021 10.7562
Si 7.165 15.346 11.4632
Si 8.2871 11.4165 15.0383
Si 2.1135 13.1505 19.2631
Si 4.8035 13.5668 10.7218
Si 1.7943 -2.3605 17.5607
Si 5.0104 1.4772 18.7086
Si 0.8835 -0.5967 20.0402
Si -0.7093 7.7233 12.9906
Si -3.1324 -1.8806 16.5311
Si 9.1823 2.5365 16.6546
Si 9.0074 3.4038 9.2461
Al 6.5167 10.0062 10.2292
Si 10.938 5.6774 9.5604
Si 1.7913 9.0455 14.4831
Si 4.0191 12.1146 23.3381
Si 5.383 3.0244 21.3059
Si -3.6904 7.5987 12.0321
Si -1.872 -1.8139 19.1307
Si 11.4668 5.7019 21.0094
Si 6.3809 2.3479 15.9432
Si 16.6082 4.437 14.0626
Si 0.0866 4.8949 12.6213
Si 10.3638 2.3071 13.9467
Si 1.7259 9.9013 23.0699
Si 3.1805 4.6726 12.1164
Si 6.0142 6.9261 15.9663
Si -4.7984 9.545 18.93
Si 10.6706 6.806 18.542
Si 4.3752 7.0213 18.5515
Si -0.2325 3.9107 18.7351
Si 4.5496 0.1519 12.1359
Si 12.4945 11.3826 12.6897
Si 2.7791 6.9847 10.0876
Si 7.2064 4.2667 23.2751
Si 9.4067 6.3926 23.2619
Si 4.7346 -2.3005 13.8123
Si 3.2689 4.8247 20.7099
O 9.0665 -1.5768 17.5137
O -4.4634 9.621 17.3261
O 11.7055 1.7797 13.1782
O 10.5962 6.1994 13.4505
O 3.8521 5.8441 19.5667
O 12.4404 6.2204 9.3133
F 7.5077 11.3584 10.531
O -3.3984 -3.4693 16.273
O 5.9393 3.808 10.5433
O 15.2118 4.767 13.3026
O -1.2723 1.3389 24.8967
O 5.1536 8.1694 15.3312
O 8.9184 11.8659 16.5021
O 3.0865 8.279 13.7737
O 4.9297 10.1001 10.9549
O 2.0306 5.436 21.6132
O 13.2586 8.3324 10.8684
O 1.2802 -1.2517 21.5072
O 1.1196 3.0863 18.2968
O 5.5597 2.6393 19.7321
O 3.0514 7.6218 17.8593
O 1.9994 -1.751 16.0865
O 0.7565 10.5277 11.5289
O 2.9505 0.0147 23.0343
O 3.4071 3.3804 11.1534
O 0.4093 7.726 17.4072
O -0.5651 13.765 15.5309
O -2.3439 7.8262 13.0212
O 7.2874 6.0262 11.4735
O 5.215 8.2325 19.2988
O 5.3146 6.3996 17.3583
O 5.8031 7.8215 12.8504
O 10.6826 5.2791 11.0719
O -0.465 6.4947 22.029
O -1.6811 1.0865 13.8597
O -0.5031 5.314 17.9278
O 8.1126 9.8022 15.1039
O 6.8598 3.9719 13.0198
O 4.5663 4.4179 21.5934
O 8.545 3.7321 10.762
O 7.577 9.4419 19.7422
O 10.6994 8.1076 11.4406
O 7.7385 14.1759 16.2797
O 1.7868 10.6038 14.074
O 0.2843 8.5373 14.0292
O 10.0756 3.6675 13.0914
O 14.3323 5.9974 11.1935
O -3.5926 8.5816 10.7918
O -0.171 4.33 20.347
O 6.8037 12.0764 14.9284
O 13.9423 11.647 12.0484
O 16.2578 3.2723 15.1452
O 6.8181 3.332 22.0019
O 5.3089 12.5507 11.8964
O 5.3648 10.9297 19.3048
O 3.3873 1.5642 18.4854
O 9.52 2.9212 18.2044
O 1.2641 11.9494 20.0186
O 1.6797 9.6686 18.7785
O 10.2326 5.6658 24.4378
O 6.1721 5.7261 14.8998
O 4.6204 1.74 21.9529
O 2.7097 14.2961 20.2495
O -0.727 20.9923 19.8417
O 4.8309 -0.6687 13.5556
O 5.7185 1.7386 17.2839
O 1.6822 4.6044 12.7526
O 9.3598 7.5026 19.2384

Results
free energy: -139541.454 eV
free energy less fixed offsets of Al -1619.15, F -1619.15, O -568.88, Si -635.61 eV per atom: 1.056 eV

Forces (eV/angstrom), in the order of the atoms: element, x, y, z
Si 0.0101 -0.0051 -0.0595
Si -0.0789 0.047 0.1242
Si 0.0137 -0.0026 -0.0482
Si -0.0478 0.0454 0.1511
Si -0.0388 0.0473 0.0974
Si 0.0321 -0.0273 -0.0224
Si -0.036 0.0468 0.046
Si -0.0009 -0.0471 -0.0385
Si 0.0369 -0.046 0.0285
Si -0.0111 0.015 -0.0323
Si 0.0445 -0.0358 0.0234
Si 0.0135 -0.0172 -0.0332
Si -0.0387 -0.0031 -0.0366
Si 0.0477 -0.0474 0.042
Si -0.0069 0.0362 -0.0273
Si 0.0583 -0.0516 0.0202
Si 0.0175 -0.0121 -0.0049
Si -0.035 0.0404 0.0288
Si -0.0336 0.0458 0.0088
Si 0.0044 0.0063 0.0003
Si -0.0096 0.0159 0.0205
Si -0.0147 0.0226 -0.0244
Si 0.0104 -0.0097 0.0078
Si -0.0222 0.0052 0.0096
Si 0.1033 -0.1267 -0.2945
Si 0.1451 -0.4608 0.6083
Si 0.2826 -0.0075 0.4064
Si -0.0272 -0.0045 -0.1104
Si 0.2657 0.0518 0.1732
Si 0.0715 0.028 -0.2704
Si 0.1041 -0.0698 -0.3006
Si 0.029 -0.2058 0.0224
Si -0.1277 0.0753 0.0461
Si 0.0282 0.0114 -0.0283
Si -0.0143 0.1585 0.0283
Si 0.003 0.026 -0.0463
Si -0.0319 -0.0307 -0.0278
Si -0.0629 0.0236 0.0036
Si 0.0424 0.0411 -0.0237
Si -0.0686 0.0529 0.0013
Si 0.0148 -0.0916 -0.0207
Si 0.0286 0.021 -0.0264
Si 0.0905 -0.0728 0.0034
Si -0.0064 -0.0178 -0.0152
Si -0.0075 -0.0273 -0.0233
Si 0.0648 -0.0519 -0.0201
Si -0.0124 -0.0046 -0.015
Si 0.0917 -0.0623 -0.0051
Si 0.006 0.0401 0.0418
Si -0.0771 0.0206 0.006
Si -0.044 0.0646 0.0118
Si 0.016 0.0253 0.0089
Si -0.0407 0.0171 0.0188
Si -0.0431 0.0418 0.0495
Si -0.0572 0.0111 0.0079
Si -0.0289 0.0488 0.0022
Si 0.0337 -0.0276 0.0014
Si 0.0787 0.0047 0.0544
Si -0.0354 -0.0491 0.0379
Si -0.0835 -0.1779 -0.0385
Si 0.0881 -0.056 0.0138
Si 0.066 0.0271 -0.0129
Si -0.0946 -0.0822 -0.0234
Si 0.1365 -0.0366 -0.0148
Si 0.2873 -0.0332 -0.0923
Si -0.3435 0.0754 0.2923
Si -0.0088 -0.1182 0.1398
Si -0.4935 0.0528 -0.1182
Si 0.2384 0.2918 -0.1627
Si -0.4628 -0.2151 -0.322
Si -0.0937 0.2789 0.414
Si 0.0641 0.4893 -0.6687
Si 0.0864 -0.0431 -0.0179
Si 0.005 -0.0141 -0.0168
Si 0.0148 -0.0531 -0.0098
Si 0.0216 0.0212 -0.0048
Si -0.0519 -0.0048 -0.0015
Si 0.0206 -0.0138 -0.0491
Si -0.0004 0.0062 -0.0041
Si -0.0135 0.0061 -0.0213
Si -0.0085 -0.0193 0.0433
Si 0.0593 0.0523 0.0387
Si -0.2185 -0.0784 0.0625
Si 0.0214 0.0926 0.0744
Si -0.0044 0.0381 -0.0264
Si -0.002 0.0333 0.147
Si -0.0037 0.0109 0.0479
Si -0.0685 0.0193 -0.0716
Si -0.0054 -0.0473 -0.0414
Si -0.0087 -0.0267 -0.1289
Si 0.1528 0.08 -0.1664
Si 0.0423 -0.0593 -0.1716
Si -0.0139 0.036 0.0995
Si -0.0297 -0.06 -0.1453
Si 0.0052 0.0091 -0.1127
Si -0.0187 0.0655 0.1806
O -0.0005 -0.0262 0.0285
O 0.01 0.0258 0.0416
O 0.1055 -0.0317 0.0877
O -0.003 -0.0009 0.0133
O -0.0176 0.0182 -0.0214
O 0.005 0.0043 0.0147
O 0.0422 -0.052 -0.007
O 0.0274 -0.0173 -0.0073
O 0.1426 -0.0404 -0.0473
O -0.1295 0.0947 0.1428
O -0.003 -0.001 0.0557
O 0.0199 -0.0203 0.057
O -0.0217 0.0341 0.0606
O 0.0083 0.0045 0.027
O -0.0105 0.0111 -0.0092
O 0.0297 0.1897 0.0296
O -0.0092 0.0224 -0.0576
O -0.0253 0.0361 -0.0823
O -0.0164 0.0062 -0.0124
O 0.0079 -0.013 0.0104
O 0.0224 -0.0147 0.0002
O -0.0041 0.0113 0.0309
O 0.0077 -0.0055 0.0019
O -0.003 0.0008 0.0227
Si 0.0413 -0.0441 -0.028
Si -0.0049 -0.0428 -0.0193
Si 0.0079 0.0024 0.0231
Si 0.0013 -0.0045 -0.0131
Si -0.0241 0.0738 -0.0862
Si -0.0047 -0.005 -0.0056
Si -0.006 0.0032 -0.0117
Si 0.0009 -0.0056 0.0032
Si 0.0388 -0.0308 -0.0015
Si 0.0019 -0.0049 0.0003
Si 0.0023 0.0104 -0.0099
Si -0.0521 -0.1979 -0.0989
Al 0.1483 0.2428 -0.0066
Si 0.0258 -0.087 -0.1454
Si -0.0105 0.0133 -0.0139
Si -0.0015 -0.0137 -0.0149
Si -0.0049 -0.0121 0.0027
Si 0.0322 -0.0678 0.1786
Si 0.0179 -0.0053 -0.0165
Si -0.0097 0.0142 -0.0051
Si -0.0101 0.0114 -0.0008
Si -0.0175 0.001 -0.0015
Si -0.0008 -0.0074 -0.0263
Si 0.0022 0.0393 -0.0034
Si 0.0157 -0.0202 -0.0021
Si -0.0184 0.0303 -0.0043
Si 0.0099 -0.0129 0.0041
Si -0.0063 0.0021 -0.0117
Si 0.0013 -0.006 -0.0038
Si -0.0107 -0.0034 -0.0081
Si 0.0102 0.0131 -0.0129
Si -0.1427 0.1265 0.1631
Si -0.0041 0.0026 -0.0125
Si -0.024 -0.0223 -0.0564
Si 0.0011 0.0155 0.0008
Si 0.0128 -0.0081 0.0115
Si -0.0262 -0.0169 0.0237
Si 0.0062 -0.0015 -0.0117
O -0.0038 -0.0029 0.0164
O 0.0028 -0.0004 0.0044
O 0.0141 -0.031 -0.0069
O -0.0081 0.0268 0.0112
O -0.0013 0.0054 0.0147
O -0.0079 0.019 0.0282
F -0.1408 -0.1764 -0.0383
O -0.0036 0.0054 0.0082
O 0.0121 0.0034 0.0226
O 0.0154 0.002 0.0047
O 0.0494 -0.0527 -0.0116
O -0.0065 0.0182 -0.0201
O -0.0075 -0.0057 0.0021
O 0.0198 0.0087 0.0019
O -0.0104 -0.0399 -0.0953
O 0.0105 -0.0051 0.0065
O -0.0198 0.0434 0.0096
O -0.0133 0.0044 -0.0131
O -0.0172 0.0057 0.0134
O -0.0031 -0.0102 -0.0046
O -0.0055 0.0034 0.0108
O 0.0015 -0.0021 0.0093
O 0.013 0.041 0.0293
O -0.0085 -0.0014 0.014
O 0.0238 -0.0184 0.0019
O 0.0108 0.0101 0.013
O 0.0017 -0.005 0.0036
O -0.0907 0.0032 -0.059
O 0.0029 0.0601 -0.0308
O -0.004 -0.0031 0.0132
O 0.0026 0.0014 0.0008
O 0.0183 0.0189 -0.0248
O 0.0037 -0.0301 0.0758
O -0.0094 -0.0083 0.0252
O -0.0118 -0.0069 -0.0134
O 0.0018 -0.0064 0.0247
O 0.0008 0.0086 -0.0076
O 0.0009 0.0022 0.0038
O -0.0092 0.0025 0.0059
O -0.0339 0.0316 0.0743
O -0.0026 -0.0008 0.0175
O -0.0199 0.0036 0.0115
O -0.0058 -0.0047 0.0099
O 0.0053 -0.0165 0.0093
O 0.0089 0.0099 0.0138
O 0.0077 -0.0081 0.0135
O 0.0138 -0.0409 0.0364
O -0.0547 -0.0432 -0.0615
O -0.0067 -0.0131 -0.0047
O 0.0018 -0.0075 0.0025
O 0.0623 -0.0262 0.003
O 0.0014 -0.0035 0.0092
O -0.0131 -0.0136 -0.0071
O 0.0243 -0.0821 0.0298
O 0.0013 0.0031 0.0134
O 0.0005 -0.0019 0.0142
O -0.0079 -0.0019 0.0117
O 0.0005 0.0087 0.0138
O 0.0023 -0.0083 -0.0039
O -0.0248 0.0329 -0.075
O -0.0006 -0.0003 0.0006
O 0.0188 0.0276 -0.012
O -0.0086 -0.0064 0.009
O -0.0244 -0.0128 0.004
O 0.0186 -0.0073 -0.0327
O 0.0028 0.0053 -0.0019
O 0.0048 -0.0143 0.009
O 0.0079 0.0161 0.0061

The program warned: the cutoff lies below the one the program advises for these potential files; the forces do not sum to zero within the program's tolerance; the exchange-correlation potential is rough where the density is thin.
